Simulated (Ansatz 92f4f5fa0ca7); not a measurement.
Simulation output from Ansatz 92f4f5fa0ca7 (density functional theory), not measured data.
Periodic cell of 222 atoms, Si131O89P2, from a study of silicon, its oxide and their interface. The atomic structure is a simulated model.
Doubt: the cutoff is far below the 930 eV that the study's wrapper takes by default for these files, so forces and energies are approximate.

Settings
functional: PBE
potential files: Ansatz PAW
basis: plane waves
wave-function cutoff: 580 eV
density cutoff ratio: 5
exchange-correlation grid ratio: 1
k mesh: 1 x 1 x 1, Gamma-centred
self-consistency stop: 5e-08 eV per atom in the density residual
occupations: fixed
spin: none
net charge: 0

Cell vectors (angstrom)
a	10.938	0	0
b	0	10.938	0
c	0	0	32.1988

Atoms: element, x, y, z (angstrom)
Si	10.5661	0.1958	24.8899
Si	5.7109	10.6386	24.724
Si	2.5314	2.9375	24.6598
Si	8.4169	2.4738	24.8494
Si	0.3349	5.2262	24.74
P	5.1888	5.7229	24.7612
P	2.9458	8.0529	24.4004
Si	7.9178	8.3813	24.7454
Si	1.365	1.3628	26.0234
Si	6.8249	1.2847	26.122
Si	4.1507	4.0923	26.0205
Si	9.6278	4.1099	26.0657
Si	1.4732	6.9406	25.9291
Si	6.7591	6.776	26.0733
Si	4.0309	9.4771	25.9439
Si	9.4548	9.5239	26.1746
Si	2.749	-0.0259	27.35
Si	8.1683	-0.0184	27.5518
Si	0.0074	2.7077	27.446
Si	5.4546	2.6973	27.417
Si	2.7653	5.5077	27.3593
Si	8.2209	5.4663	27.4003
Si	0.014	8.162	27.3841
Si	5.4054	8.1803	27.4097
Si	4.0825	1.3419	28.7736
Si	9.5811	1.3622	28.8301
Si	1.381	4.1171	28.741
Si	6.8444	4.0856	28.7628
Si	4.09	6.822	28.7991
Si	9.5845	6.8185	28.7796
Si	1.3679	9.5651	28.7466
Si	6.7795	9.5365	28.8119
Si	0.0167	-0.0158	30.1539
Si	5.45	-0.0002	30.1628
Si	2.7326	2.7407	30.1318
Si	8.2026	2.7366	30.1579
Si	0.0138	5.4591	30.144
Si	5.4784	5.458	30.1419
Si	2.7254	8.2064	30.1426
Si	8.2056	8.19	30.1453
Si	1.3673	1.3673	31.515
Si	6.8362	1.3673	31.515
Si	4.1018	4.1018	31.515
Si	9.5708	4.1018	31.515
Si	1.3673	6.8362	31.515
Si	6.8362	6.8362	31.515
Si	4.1018	9.5708	31.515
Si	9.5708	9.5708	31.515
Si	2.7345	0	0.6835
Si	8.2035	0	0.6835
Si	0	2.7345	0.6835
Si	5.469	2.7345	0.6835
Si	2.7345	5.469	0.6835
Si	8.2035	5.469	0.6835
Si	0	8.2035	0.6835
Si	5.469	8.2035	0.6835
Si	4.1199	1.3625	2.0549
Si	9.5657	1.36	2.053
Si	1.3655	4.1227	2.0374
Si	6.8486	4.0865	2.0576
Si	4.1035	6.8308	2.053
Si	9.5767	6.8389	2.0516
Si	1.3773	9.5555	2.0505
Si	6.8267	9.5935	2.0504
Si	-0.0062	-0.025	3.3916
Si	5.4865	0.017	3.4673
Si	2.7727	2.786	3.3676
Si	8.1925	2.7036	3.4479
Si	0.0171	5.4843	3.4322
Si	5.483	5.4702	3.4063
Si	2.7648	8.2131	3.443
Si	8.2069	8.2304	3.3823
Si	1.3881	1.4002	4.6329
Si	6.841	1.3579	4.9062
Si	4.1536	4.0941	4.8017
Si	9.5713	4.0933	4.7612
Si	1.4081	6.8417	4.8174
Si	6.8218	6.896	4.7274
Si	4.13	9.586	4.8444
Si	9.5541	9.5597	4.7899
Si	2.7426	0.1219	6.0581
Si	8.2013	-0.0513	6.2642
Si	0.0217	2.6832	6.0413
Si	5.472	2.7355	6.2917
Si	2.8105	5.4879	6.176
Si	8.1689	5.4911	6.0389
Si	0.008	8.1967	6.1557
Si	5.5226	8.2309	6.2294
Si	3.8309	1.585	7.6018
Si	9.8314	1.153	7.4514
Si	1.6223	3.8126	7.3096
Si	6.6445	4.4305	7.4772
Si	4.3979	6.645	7.5453
Si	9.358	6.9609	7.4047
Si	1.1357	9.9323	7.2925
Si	7.1524	9.2408	7.6677
O	8.3054	8.1022	7.9162
O	2.7101	2.7483	7.9491
O	9.5501	1.3762	24.4194
O	0.0216	0.0382	7.9548
O	5.5169	5.5204	8.0321
O	6.8215	9.5099	24.2084
O	1.4353	4.099	24.2046
O	3.8526	7.3999	8.9335
O	0.813	4.3922	8.6046
O	9.8044	6.1843	8.7981
O	2.1103	9.4049	8.5017
O	7.5043	3.945	8.7999
O	4.2602	0.9435	9.0732
O	6.7222	9.5765	9.2211
O	9.2029	1.871	8.7975
O	7.8103	2.9483	23.3858
O	10.5441	5.83	23.4006
O	5.1355	0.4371	23.3684
O	6.1808	5.0266	23.6029
O	3.1149	2.1975	23.2933
O	2.1628	9.0917	23.3625
O	8.6447	7.7257	23.4161
O	-0.0937	10.3968	23.4662
Si	4.4045	1.588	22.4786
Si	3.4822	7.9612	14.0253
Si	7.1045	0.9932	14.6592
Si	0.8072	9.4666	22.5147
Si	1.1732	4.3339	11.8774
Si	6.2586	8.9977	15.3096
Si	0.6689	1.393	12.2946
Si	8.6109	4.9896	20.5096
Si	0.3194	5.7306	9.3583
Si	5.0886	3.1625	17.9346
Si	0.8715	3.7841	16.7383
Si	10.3863	2.8956	19.2124
Si	5.2729	1.2051	10.3488
Si	0.8648	0.2329	19.8271
Si	6.6371	9.4845	10.8593
Si	9.323	9.7207	18.3098
Si	9.3839	9.2733	12.5588
Si	6.6507	3.7967	22.6152
Si	2.4345	8.0877	9.3779
Si	10.5777	7.4057	17.0779
Si	2.4981	6.3289	16.5758
Si	10.1682	4.5238	14.1809
Si	6.1255	9.2238	18.5058
Si	7.964	2.5914	9.5745
Si	8.8712	2.1751	12.4471
Si	5.324	6.2854	18.0626
Si	3.9157	0.5999	19.4632
Si	4.2689	3.8651	12.0443
Si	5.5353	6.6275	12.1355
Si	7.9969	2.5462	17.2104
Si	4.3464	2.5119	14.9623
Si	1.5249	1.2455	15.2591
Si	1.5641	9.439	12.0373
Si	8.0429	6.8823	13.8597
Si	10.3677	9.8672	15.4776
Si	9.8285	7.0129	22.5514
Si	8.0904	5.5246	17.4098
O	6.0397	7.9843	11.29
O	6.0077	9.2361	16.8885
O	7.6674	1.4	13.1903
O	0.8831	1.7744	13.8651
O	9.4138	6.2938	16.8922
O	6.7522	6.2281	13.1356
O	5.1184	4.6996	18.6036
O	9.2164	2.201	18.2608
O	2.3576	0.138	19.0855
O	9.3862	10.2637	16.7469
O	2.7808	4.4618	11.7042
O	5.0537	10.3627	19.0937
O	9.4154	3.2747	13.4879
O	0.4497	1.8214	19.9358
O	3.1391	1.3957	15.069
O	8.1296	5.4102	19.0257
O	3.876	6.6387	17.3937
O	4.5677	3.3205	16.378
O	9.0578	5.7025	14.3107
O	5.4218	2.8296	22.1831
O	10.6597	4.1827	15.6797
O	0.3242	3.9206	18.2707
O	10.4084	10.5744	19.1884
O	9.6371	10.0533	14.0166
O	10.9347	8.1168	22.0938
O	1.1762	2.1985	16.5294
O	9.7129	3.7865	20.4054
O	8.1139	4.0761	16.6763
O	-0.0479	9.1287	11.8964
O	6.5725	2.4572	18.0054
O	5.5737	10.7395	11.1954
O	7.7361	9.6318	18.8343
O	10.0192	1.0519	12.0608
O	1.3021	6.9798	9.0668
O	0.6196	4.7934	13.3481
O	5.6909	7.6633	18.9807
O	5.229	5.1118	11.5175
O	2.7055	7.0221	15.1161
O	0.9054	2.7687	11.465
O	0.846	10.7182	15.552
O	2.4018	8.6077	10.9125
O	4.69	2.4556	11.2709
O	4.2391	3.5382	13.6748
O	2.1901	4.7195	16.4804
O	10.6916	8.2808	15.6947
O	6.9229	10.325	14.665
O	2.3334	8.9831	13.4221
O	8.0158	1.564	15.9016
O	4.1202	7.021	12.8561
O	4.1626	2.0516	18.7151
O	7.283	4.4613	21.2807
O	8.407	2.9539	11.0972
O	1.1666	6.8994	17.3583
O	5.6358	1.6	14.7552
O	8.1232	9.7843	11.5808
O	9.2095	6.3214	21.2217
O	8.9503	7.7431	12.8452
O	1.6437	0.146	11.8771
O	6.629	6.1936	17.0589
O	7.3899	7.8357	15.0312
O	1.1557	10.3599	21.2141
O	10.0249	8.2465	18.3541
O	3.9676	0.8989	21.0738
O	0.3262	5.3554	10.928
O	6.6914	1.5926	9.643
O	4.7705	8.7402	14.6735

Results
free energy: -135405.217 eV
free energy less fixed offsets of O -568.88, P -755.39, Si -635.61 eV per atom: 0.793 eV

Forces (eV/angstrom), in the order of the atoms: element, x, y, z
Si	0.2412	-0.2072	0.1892
Si	-0.0168	0.011	-0.0067
Si	0.0166	-0.0299	0.0115
Si	-0.1714	0.223	-0.2328
Si	-0.0169	0.0049	0.0718
P	0.3412	-0.2565	-0.3099
P	0.1049	-0.1657	0.1012
Si	-0.0103	-0.0117	-0.0061
Si	-0.0149	-0.0366	-0.0028
Si	-0.0055	-0.0001	-0.013
Si	0.0322	0.0267	-0.0212
Si	-0.0153	-0.035	0.0034
Si	0.0246	-0.0286	0.0311
Si	-0.0202	-0.0633	-0.0021
Si	-0.015	-0.0278	0.0047
Si	0.0128	0.0025	0.0071
Si	-0.0467	0.0089	-0.0046
Si	-0.0133	-0.0464	-0.0722
Si	0.0198	0.0214	-0.0539
Si	0.0236	0.0197	-0.0145
Si	-0.0205	-0.0046	0.0172
Si	0.0041	-0.0212	-0.0096
Si	0.0173	0.0347	-0.0152
Si	0.0205	0.041	0.0114
Si	-0.006	-0.0164	-0.0393
Si	0.0116	0.0064	0.0554
Si	0.0286	0.0316	0.0771
Si	-0.003	0.0012	-0.0157
Si	0.0042	-0.0133	0.0394
Si	-0.0065	0.007	-0.0326
Si	0.0043	-0.0026	-0.0245
Si	-0.0355	-0.017	0.0948
Si	-0.0012	-0.0048	-0.0115
Si	0.0162	-0.0071	-0.0143
Si	-0.0039	0.0094	-0.0088
Si	-0.0018	0.0027	-0.0076
Si	0.0073	-0.0116	-0.013
Si	-0.0002	-0.0015	0.0178
Si	-0.0108	0.003	0.0153
Si	-0.003	0.0041	-0.0153
Si	0.0438	0.0577	-0.039
Si	-0.0041	0.0078	-0.0086
Si	0.0432	-0.0594	-0.0517
Si	0.0501	0.028	-0.0087
Si	0.0003	0.0437	-0.0438
Si	0.0416	-0.0959	0.014
Si	-0.1665	-0.0656	0.0617
Si	-0.0178	-0.0354	-0.0198
Si	0.0685	-0.0091	0.1007
Si	-0.0479	0.0705	-0.0689
Si	-0.0693	-0.0124	0.0782
Si	0.0712	-0.0459	0.0087
Si	-0.0263	0.1757	-0.1233
Si	0.0744	-0.0545	0.0912
Si	0.0537	-0.1151	-0.0241
Si	-0.0398	0.0403	0.0614
Si	-0.0079	0.0094	0.0032
Si	-0.0058	-0.0059	-0.0023
Si	0.0158	-0.0003	0.0033
Si	-0.008	0.0119	0.0049
Si	0.0005	-0.0044	-0.0009
Si	-0.0025	0.0037	0.0031
Si	-0.0078	0.0037	0.0047
Si	0.0125	-0.0025	-0.0029
Si	-0.0121	-0.023	-0.0172
Si	0.0154	0.0015	0.0237
Si	0.0103	0.0293	-0.0277
Si	-0.017	-0.0224	0.0146
Si	0.0127	0.0024	0.0047
Si	-0.0074	-0.0084	-0.0044
Si	0.0112	-0.0011	0.0164
Si	-0.0056	0.0157	-0.0202
Si	0.0034	-0.0032	0.0219
Si	0.0011	0.0021	-0.0181
Si	-0.0021	-0.0058	0.0107
Si	-0.0007	0.0038	-0.0039
Si	-0.0024	-0.0028	-0.0071
Si	0.0008	-0.0041	0.0156
Si	-0.0049	-0.0046	-0.0138
Si	-0.0006	0.0012	0.0111
Si	-0.006	-0.0034	0.016
Si	0.004	-0.002	-0.0041
Si	0.0046	0.0025	0.0135
Si	-0.0009	0.007	-0.0015
Si	0.0025	-0.0075	-0.0009
Si	-0.0053	0.0054	0.0141
Si	0.0002	0.0069	0.0008
Si	0.0053	-0.0012	0.0142
Si	-0.0048	0.0069	-0.0229
Si	0.0061	-0.0105	-0.0144
Si	0.0145	-0.0035	-0.0152
Si	-0.007	-0.0037	-0.0222
Si	0.0012	-0.0045	-0.0153
Si	-0.0027	0.0063	-0.0204
Si	-0.0045	0.0023	-0.0196
Si	0.0032	-0.0004	-0.0275
O	-0.0024	-0.0061	0.0093
O	-0.0069	0.0032	0.0063
O	-0.213	0.2632	-0.0648
O	0.0012	0.0025	0.0073
O	0.0041	0.0039	0.004
O	0.0152	0.022	0.0219
O	0.0039	-0.0189	-0.0175
O	-0.0008	0.0028	-0.0027
O	-0.0034	0.0028	-0.0027
O	0.0025	-0.002	-0.004
O	0.0063	-0.0063	0.0009
O	0.0047	-0.0042	0.0012
O	0.002	-0.0031	-0.0006
O	-0.0036	0.0031	0.0028
O	-0.0016	0.0017	-0.0042
O	-0.1201	0.1034	0.1163
O	0.0095	-0.0674	0.012
O	0.0126	-0.008	0.0493
O	-0.2564	-0.0576	-0.0377
O	-0.0215	-0.0096	0.0179
O	-0.0195	0.1346	-0.0612
O	-0.0597	0.065	0.0818
O	0.0296	-0.0842	-0.1044
Si	-0.0115	-0.002	-0.0496
Si	0.0028	0.0004	0.0139
Si	0.0021	-0.0055	0.0074
Si	-0.029	-0.0405	0.001
Si	0.0002	0.0011	0.0097
Si	-0.0026	-0.0006	0.0158
Si	-0.0011	0.0013	0.011
Si	-0.0011	0.0018	0.0056
Si	0.0004	0.0003	0.0147
Si	0.0076	0.0152	0.0172
Si	0.0029	0.0035	0.0131
Si	-0.0119	0.0086	0.0244
Si	0.0021	-0.0002	0.0129
Si	-0.0135	-0.0014	-0.0052
Si	-0.001	0.0009	0.0093
Si	0	-0.0001	0.0134
Si	0.0007	0.0021	0.0117
Si	0.1079	0.217	0.3416
Si	0.0005	0.0027	0.0124
Si	-0.0003	-0.0036	0.0156
Si	0.0097	0.0044	0.0147
Si	0.0001	0.0005	0.0092
Si	-0.0048	-0.0245	0.0152
Si	-0.0013	0.0039	0.0158
Si	-0.0017	0.0002	0.0072
Si	0.0049	0.0124	0.0322
Si	0.0033	-0.0055	0.0021
Si	-0.001	0.0007	0.0118
Si	-0.0013	0.0001	0.0113
Si	0.0038	0.006	0.0093
Si	0.0009	0.0018	0.0116
Si	0.0018	-0.001	0.0083
Si	0.0024	-0.002	0.0084
Si	-0.0035	0.0057	0.0131
Si	-0.0041	-0.0013	0.0124
Si	-0.0527	-0.0402	-0.101
Si	-0.011	0.0028	0.0324
O	0.0012	0.0001	-0.0059
O	0.0005	0.0021	-0.0116
O	0.0025	0.0007	-0.0052
O	-0.0004	0.0006	-0.0072
O	0.0058	0.0008	-0.0116
O	-0.0003	-0.0013	-0.0066
O	-0.0028	-0.0084	-0.0144
O	-0.0027	-0.0016	-0.0142
O	0.0035	0.0017	-0.0003
O	0.0032	-0.0009	-0.0116
O	0.0016	-0.0009	-0.0058
O	-0.008	0.0102	0.0001
O	0.0007	-0.0013	-0.0034
O	0.0053	-0.0079	0.0013
O	-0.0007	-0.0009	-0.0043
O	0.0083	0.0044	-0.0218
O	-0.007	-0.0024	-0.0127
O	-0.0017	-0.0027	-0.011
O	0.0004	0.0001	-0.0028
O	0.0208	0.0371	0.0044
O	-0.0022	0.0009	-0.0074
O	0.005	0.0012	-0.0128
O	-0.0047	0.0009	-0.0171
O	0.0002	0	-0.008
O	0.0904	0.1033	-0.0205
O	0.0001	-0.0023	-0.0061
O	0.0083	0.0007	-0.0103
O	0.0022	-0.007	-0.0111
O	-0.0003	-0.0004	-0.0048
O	-0.0016	-0.0035	-0.0071
O	0.0011	-0.0004	-0.0059
O	0.0037	0.0029	-0.0042
O	0.0007	-0.0013	-0.0049
O	0.0003	-0.0012	-0.0085
O	-0.0002	-0.0016	-0.0051
O	0.0028	0.0083	-0.0192
O	0.0009	-0.0008	-0.0062
O	-0.0001	0.002	-0.0096
O	0.0001	-0.0005	-0.0051
O	0.001	0.001	-0.0047
O	-0.0006	-0.0014	-0.0041
O	0.001	0.0005	-0.0063
O	0.0007	0.0015	-0.0075
O	-0.0026	-0.0036	-0.0063
O	0.0008	0.0031	-0.008
O	0.0031	0.004	-0.0064
O	-0.0027	0.0023	-0.0076
O	0.0009	-0.003	-0.0087
O	0.0015	-0.0015	-0.0081
O	-0.0021	-0.0034	-0.0031
O	-0.0784	-0.0674	0.1429
O	-0.0003	0.0006	-0.0059
O	-0.0007	-0.0019	-0.007
O	-0.0012	0.0014	-0.0053
O	-0.0011	0.0004	-0.0064
O	-0.0094	-0.0166	0.0065
O	0.0013	-0.0001	-0.0064
O	0.0004	0.0006	-0.0055
O	0.0013	-0.0024	-0.0132
O	0.0039	-0.0036	-0.008
O	-0.0054	0.0816	-0.0988
O	0.0014	0.0017	-0.0126
O	-0.0062	0.0004	0.0201
O	0.0006	0.0003	-0.0066
O	-0.0004	-0.0011	-0.0072
O	-0.003	-0.0025	-0.0069

The program warned: the cutoff lies below the one the program advises for these potential files; the forces do not sum to zero within the program's tolerance; the exchange-correlation potential is rough where the density is thin.
